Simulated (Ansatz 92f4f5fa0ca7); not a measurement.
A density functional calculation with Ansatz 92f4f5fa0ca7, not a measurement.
Periodic cell of 267 atoms, Si160O101P6, from a study of silicon, its oxide and their interface. The atomic structure is a simulated model.

Settings
functional: PBE
potential files: Ansatz PAW
basis: plane waves
wave-function cutoff: 700 eV
density cutoff ratio: 5
exchange-correlation grid ratio: 1
k mesh: 2 x 2 x 1, shifted by 0.5 0.5 0.5 of a step
self-consistency stop: 5e-08 eV per atom in the density residual
occupations: fixed
spin: none
net charge: 0

Cell vectors (angstrom)
a	11.6015	0	0
b	0	13.3963	0
c	0	0	30.9224

Atoms: element, x, y, z (angstrom)
Si	11.797	-0.08	24.4388
P	3.9576	-0.0864	24.079
Si	7.7325	-0.0428	24.4876
Si	1.8529	3.342	24.2163
Si	5.8667	3.2831	24.2064
Si	9.7987	3.2434	24.3721
Si	11.6597	6.7138	23.9744
P	3.9848	6.6251	24.0904
P	7.7422	6.6306	24.0477
Si	2.2013	9.8767	24.0342
Si	5.8561	9.9595	24.1156
Si	9.8301	10.0133	24.0879
Si	11.6897	2.1739	25.2718
Si	3.8704	2.1114	24.8629
Si	7.7855	2.226	25.114
Si	2.0528	5.6073	24.9307
Si	5.8563	5.5755	24.9848
Si	9.6687	5.592	24.8978
Si	11.7594	8.914	24.8681
Si	4.0102	8.7342	25.0082
Si	7.845	8.8191	24.8545
Si	2.1769	12.1532	25.009
Si	5.7506	12.2044	25.0753
Si	9.7477	12.2052	25.0344
Si	11.659	2.19	27.5631
Si	3.8774	2.2173	27.2822
Si	7.7713	2.2318	27.4483
Si	1.9602	5.5784	27.3236
Si	5.836	5.5477	27.3524
Si	9.7131	5.5708	27.3039
Si	11.6761	8.8978	27.2872
Si	3.9362	8.8798	27.3728
Si	7.7936	8.9086	27.2803
Si	2.0184	12.1915	27.3774
Si	5.8205	12.2372	27.4181
Si	9.7215	12.2263	27.3959
Si	2.0091	1.0503	28.1734
Si	5.8061	1.1073	28.1483
Si	9.688	1.0688	28.1905
Si	11.6329	4.4717	28.1608
Si	3.88	4.4398	28.1297
Si	7.7818	4.4735	28.1639
Si	1.9797	7.794	28.1527
Si	5.8688	7.7791	28.147
Si	9.725	7.8033	28.1183
Si	11.6566	11.1145	28.1511
Si	3.9191	11.101	28.1973
Si	7.7726	11.1229	28.1529
Si	1.9336	1.1164	30.5274
Si	5.8008	1.1164	30.5274
Si	9.6679	1.1164	30.5274
Si	0	4.4654	30.5274
Si	3.8672	4.4654	30.5274
Si	7.7343	4.4654	30.5274
Si	1.9336	7.8145	30.5274
Si	5.8008	7.8145	30.5274
Si	9.6679	7.8145	30.5274
Si	0	11.1635	30.5274
Si	3.8672	11.1635	30.5274
Si	7.7343	11.1635	30.5274
Si	0	0	0.3944
Si	3.8672	0	0.3944
Si	7.7343	0	0.3944
Si	1.9336	3.3491	0.3944
Si	5.8008	3.3491	0.3944
Si	9.6679	3.3491	0.3944
Si	0	6.6981	0.3944
Si	3.8672	6.6981	0.3944
Si	7.7343	6.6981	0.3944
Si	1.9336	10.0472	0.3944
Si	5.8008	10.0472	0.3944
Si	9.6679	10.0472	0.3944
Si	11.5389	0.0621	2.7735
Si	3.8553	0.0418	2.735
Si	7.6724	0.0458	2.7769
Si	1.8596	3.3689	2.8047
Si	5.7582	3.3785	2.7665
Si	9.6053	3.3676	2.7899
Si	11.628	6.7228	2.7563
Si	3.8093	6.7177	2.7627
Si	7.7507	6.7438	2.7372
Si	1.9028	10.0788	2.748
Si	5.7645	10.0408	2.7479
Si	9.6395	10.0946	2.766
Si	11.5058	2.2756	3.6642
Si	3.812	2.2666	3.5529
Si	7.6594	2.2773	3.6563
Si	1.9107	5.5807	3.6732
Si	5.7859	5.644	3.4362
Si	9.6883	5.6273	3.5049
Si	11.5718	8.9585	3.5402
Si	3.8155	8.9528	3.5506
Si	7.7125	8.9661	3.5332
Si	1.9037	12.3492	3.4291
Si	5.748	12.2646	3.5203
Si	9.5982	12.3399	3.5739
Si	11.3563	2.3342	6.1012
Si	3.7498	2.2657	5.925
Si	7.5468	2.3504	6.0934
Si	1.8836	5.6698	6.1265
Si	5.7381	5.7179	5.7556
Si	9.6661	5.8095	5.8445
Si	11.5295	8.9075	5.8936
Si	3.6633	8.9282	5.9212
Si	7.7326	9.0216	5.8833
Si	1.8183	12.4163	5.7407
Si	5.7349	12.1469	5.8669
Si	9.4351	12.3084	5.954
Si	1.7504	1.229	6.6919
Si	5.6159	0.9857	6.704
Si	9.3757	1.1472	6.9582
Si	11.445	4.6241	6.9294
Si	3.9581	4.5255	6.7191
Si	7.699	4.7569	6.6053
P	1.8058	7.8681	6.8542
Si	5.7183	7.9087	6.6632
P	9.6199	7.9313	6.7842
Si	11.5059	11.2438	6.4784
Si	3.6225	11.1833	6.6649
P	7.6216	11.1377	6.7922
O	11.2408	4.692	8.6102
O	9.0652	1.1865	8.6364
O	3.2563	11.2254	8.2937
O	5.3692	0.5989	8.3045
O	4.5107	4.4317	8.2931
O	0.2543	11.5796	8.0605
O	5.7823	7.8134	8.3279
O	7.7984	5.3845	8.1472
O	1.8245	1.2726	8.3589
O	2.5151	9.6238	22.403
O	0.4926	-0.107	22.8074
O	10.174	2.9115	22.7699
O	11.6135	6.7849	22.2901
O	6.0388	3.2252	22.56
O	5.6774	10.063	22.4511
O	1.2483	3.5083	22.6429
O	10.0915	10.1688	22.4306
O	7.5476	0.0095	22.8497
Si	0.9522	4.3864	14.9022
Si	6.2229	8.0317	12.5689
Si	11.4928	7.4247	20.7681
Si	2.4136	9.2936	20.7912
Si	9.3139	1.2119	17.6456
Si	11.3164	4.7421	19.2508
Si	3.0553	2.3755	14.2024
Si	4.4618	0.797	19.4322
Si	8.6899	4.1263	17.6257
Si	8.7381	11.9908	19.2636
Si	4.7362	7.9149	16.5737
Si	8.7768	0.1223	9.8791
Si	4.8285	4.858	9.8393
Si	-0.1138	3.1126	21.8071
Si	8.2516	0.3513	21.4466
Si	10.7613	10.1492	11.7872
Si	6.2522	2.5975	21.0812
Si	4.4341	9.938	14.1849
Si	4.1432	3.0291	17.0899
Si	6.0438	11.6284	18.5465
Si	10.2966	4.9122	12.7937
Si	1.0781	1.339	9.8088
Si	9.5045	9.7133	20.9647
Si	6.0414	4.7654	18.7322
Si	6.3057	9.6785	20.9913
Si	7.9507	5.1805	9.7465
Si	5.6069	5.9436	14.6292
Si	10.6796	3.8541	9.921
Si	7.6797	0.6677	14.9962
Si	5.0007	12.3945	15.854
Si	9.6872	12.9818	12.7897
Si	2.0067	12.2257	19.5816
Si	4.8973	7.6739	19.472
Si	4.9939	7.8769	9.7533
Si	2.0312	13.2514	16.7412
Si	9.0329	7.4519	11.7892
Si	3.7815	2.2105	11.2806
Si	0.9955	13.2656	14.0309
Si	1.9742	10.6941	12.4604
Si	11.2167	11.9709	9.4789
Si	5.5769	-0.0008	9.8061
Si	3.0556	5.5659	16.1934
Si	11.4894	0.2479	21.3488
Si	0.5779	2.555	17.3734
Si	3.7302	10.8177	9.8023
Si	7.9947	3.7842	14.5751
O	7.7887	12.5183	20.4915
O	6.2368	0.0252	15.4732
O	1.7254	12.1807	13.0732
O	6.0059	8.1281	20.569
O	0.415	13.2611	10.1114
O	5.923	7.0314	15.836
O	7.5474	5.1361	18.2236
O	4.1248	1.8963	18.2643
O	11.3643	10.6442	10.3683
O	5.3321	11.3662	17.0964
O	5.0298	1.5643	20.7527
O	3.1462	13.3564	19.9144
O	7.6405	11.4052	18.2107
O	3.4473	6.9549	16.9282
O	4.271	6.4108	10.0195
O	9.8786	11.3637	12.486
O	9.8697	0.1916	21.4929
O	9.4218	13.3356	18.6614
O	1.786	12.2154	17.9698
O	6.0442	8.1057	10.9624
O	2.5731	10.952	10.9482
O	5.6102	13.178	18.874
O	10.8459	1.6808	17.5752
O	4.753	11.4921	14.5237
O	0.7799	3.6703	18.5789
O	5.4703	6.7264	13.1999
O	10.0676	4.7531	18.2144
O	0.5604	9.8515	12.5993
O	5.6726	9.3781	13.2891
O	11.7386	6.301	19.5834
O	1.755	1.418	17.2212
O	3.0552	9.8434	13.3301
O	1.9469	1.1829	14.1113
O	9.981	6.4928	12.6707
O	7.1822	-0.1139	10.0818
O	8.9785	4.0508	13.279
O	7.698	1.8133	20.964
O	4.0601	9.2108	9.7639
O	0.9718	8.6082	20.5435
O	9.5964	12.2023	9.3537
O	5.1936	8.447	18.041
O	9.0209	3.929	9.923
O	7.9047	9.698	21.1323
O	9.8734	8.8185	11.4714
O	11.0281	4.428	11.4096
O	-0.1754	2.3982	9.8295
O	6.715	4.7829	14.4715
O	5.6735	10.6624	19.826
O	3.4853	8.2139	20.1431
O	8.7102	0.6402	16.2568
O	9.3732	0.4245	11.3936
O	4.007	2.2408	12.8973
O	6.4306	4.8002	10.2556
O	6.1811	3.8352	20.0482
O	7.823	7.9069	12.7807
O	8.5141	6.5495	10.4913
O	8.4073	-0.1907	13.7962
O	0.9663	12.7623	15.5923
O	3.0107	4.2273	17.1605
O	4.059	3.7373	10.7437
O	10.0563	8.2176	20.584
O	9.798	10.8465	19.789
O	11.0767	0.1613	13.4754
O	4.2594	9.0907	15.5657
O	1.5429	5.727	15.6265
O	11.3665	4.8407	13.9665
O	4.8644	1.1061	10.7653
O	8.4649	2.5526	18.1112
O	5.1168	6.0609	19.1684
O	2.4882	10.7349	20.0254
O	4.0033	2.4102	15.5636
O	0.2564	1.7763	20.945
O	3.5915	13.1493	16.2284
O	8.7578	4.1206	15.9874
O	5.4957	3.9061	17.4308
O	2.1646	3.7271	14.045
O	0.3753	3.3104	15.9589
O	0.5899	12.6286	20.2955
O	7.4767	2.23	14.5307
O	4.9535	11.894	10.0964
O	2.241	1.7523	10.8896
O	4.1522	5.311	14.9951
O	10.9701	4.2118	20.7457

Results
free energy: -163711.686 eV
free energy less fixed offsets of O -569.03, P -756.45, Si -635.61 eV per atom: -3.356 eV

Forces (eV/angstrom), in the order of the atoms: element, x, y, z
Si	-0.0131	0.0048	-0.0683
P	-0.0153	-0.0289	0.0515
Si	0.0363	-0.0038	-0.0633
Si	-0.0575	-0.0113	-0.0481
Si	0.0155	-0.0394	-0.0461
Si	0.0386	0.0023	-0.0332
Si	-0.0129	-0.0172	-0.0933
P	0.0089	-0.0226	-0.0543
P	0.0167	-0.0006	-0.0331
Si	0.0616	-0.0104	-0.0478
Si	-0.0623	0.0222	-0.0475
Si	0.004	-0.0463	-0.0657
Si	0.0131	-0.0337	-0.0541
Si	-0.0216	0.0046	0.0538
Si	0.011	0.0139	0.0004
Si	0.0189	0.0312	-0.0217
Si	-0.0011	0.0198	-0.0209
Si	-0.0025	-0.0043	-0.019
Si	0.0101	0.0112	0.0215
Si	0	0.0181	0.0061
Si	0.0013	-0.005	0.0236
Si	0.1017	-0.0017	-0.022
Si	-0.0901	-0.0211	-0.0415
Si	-0.003	0.0588	0.0099
Si	0.0087	0.0184	0.0191
Si	-0.0125	0.0071	-0.0122
Si	0.0073	0.0072	-0.0049
Si	-0.0174	-0.0018	-0.0112
Si	-0.0038	-0.0299	0.0216
Si	0.0293	0.0182	-0.0235
Si	0.0009	0.0107	-0.0197
Si	-0.0024	0.0094	-0.0152
Si	-0.0091	0.0038	-0.0244
Si	-0.0096	0.0217	0.0034
Si	0.0081	0.015	0.0141
Si	-0.0004	0.01	-0.0221
Si	0.0287	-0.0132	0.0009
Si	-0.0102	-0.0083	0.009
Si	-0.0226	0.0088	-0.0217
Si	-0.0023	-0.0082	0.0231
Si	0.0336	0.0078	0.008
Si	-0.0359	-0.0019	-0.0038
Si	-0.0108	0.0064	-0.012
Si	0.0146	0.012	0.0053
Si	0.0022	0.0004	0.0067
Si	0.0254	-0.0035	0.0049
Si	0.0008	-0.0143	-0.0227
Si	-0.0249	-0.0037	0.0075
Si	0.2481	-0.1555	0.1359
Si	-0.0875	-0.0083	-0.1601
Si	-0.0113	-0.1378	0.2065
Si	0.0536	0.1652	0.0365
Si	0.0165	-0.0308	-0.141
Si	0.1057	0.104	0.0425
Si	0.0055	-0.0294	-0.1526
Si	0.174	0.0026	-0.0883
Si	0.0597	0.0035	-0.2508
Si	0.0959	-0.1614	-0.0251
Si	0.0455	-0.1334	0.2901
Si	0.0589	-0.1348	0.0017
Si	-0.1832	0.2024	0.0357
Si	0.0348	0.1405	-0.1372
Si	-0.0647	0.1638	0.0857
Si	-0.1688	0.0358	0.2317
Si	-0.0122	-0.0786	-0.011
Si	-0.1194	-0.0432	0.1598
Si	0.1497	-0.0172	-0.012
Si	-0.2254	0.0267	-0.0611
Si	0.0174	0.0584	-0.1709
Si	-0.0246	0.0086	-0.0624
Si	-0.0982	-0.0412	-0.0719
Si	-0.0358	0.1088	0.0256
Si	-0.0566	-0.0141	-0.0116
Si	0.0346	-0.0061	0.0011
Si	0.0005	0.0119	0.0052
Si	-0.0145	-0.002	-0.004
Si	0.0062	-0.0049	0.0002
Si	0.0078	0.0091	-0.009
Si	0.0086	0.0156	-0.0045
Si	-0.0297	0.0032	-0.0009
Si	-0.0024	-0.0201	0.0177
Si	-0.0418	0.0041	0.0087
Si	-0.0001	0.0088	-0.0147
Si	0.0357	0.0147	-0.0044
Si	-0.0017	0.0024	0.0163
Si	0.015	0.0007	0.0103
Si	0.0011	-0.0209	0.0276
Si	-0.0149	-0.0086	0.0387
Si	-0.0155	-0.0093	0.0019
Si	-0.0024	-0.0146	0.0025
Si	0.0066	0.0054	-0.0246
Si	0.0197	-0.0163	0.0198
Si	-0.0176	0.0043	-0.0031
Si	0.011	-0.0197	-0.0021
Si	-0.0232	-0.008	-0.0055
Si	0.0001	0.0006	-0.0074
Si	-0.0055	-0.003	-0.0231
Si	-0.0001	0.0155	0.0284
Si	0.0064	0.0319	-0.0212
Si	0.0103	-0.0006	-0.0568
Si	0.0329	-0.0243	0.0268
Si	0.0062	-0.0202	0.0288
Si	0.0205	0.0241	0.0046
Si	-0.025	-0.0107	0.0046
Si	0.0204	-0.0221	0.0282
Si	0.0272	-0.0314	0.0346
Si	0.0246	0.0235	0.0255
Si	-0.0268	-0.0129	-0.0089
Si	0.038	0.0323	0.0453
Si	0.0128	-0.0395	0.0537
Si	-0.065	-0.0033	0.056
Si	-0.0516	0.0033	0.058
Si	0.0622	0.0189	0.0646
Si	-0.0023	-0.0034	0.0298
P	0.0205	0.0093	0.0264
Si	0.0342	0.0064	0.0795
P	-0.0246	-0.0081	0.0374
Si	0.0709	-0.0006	0.0479
Si	-0.0846	0.0016	0.0504
P	0.0138	0.0433	0.0078
O	-0.0021	-0.021	-0.0241
O	0.0177	-0.0147	-0.0188
O	0.0136	-0.0172	-0.0167
O	0.0269	0.0103	-0.0261
O	-0.0508	-0.008	0.0126
O	-0.0446	-0.0164	0.0132
O	-0.0221	-0.0169	0.0011
O	-0.0242	-0.0163	-0.0072
O	-0.0186	-0.0113	0.0008
O	-0.0291	0.0187	0.0126
O	-0.0573	0.0309	-0.0164
O	0.0009	0.0275	0.028
O	0.0026	0.0235	0.0019
O	-0.0112	0.0005	0.0035
O	0.0157	-0.0066	0.0192
O	0.0096	-0.0062	0.0251
O	-0.0334	0.002	0.0035
O	0.0396	0.0204	0.0058
Si	-0.0002	0.0038	0
Si	0.0032	0.0014	0.0004
Si	-0.0065	0.0054	-0.0138
Si	0.0027	0.0022	-0.0147
Si	-0.001	-0.0044	0.0035
Si	-0.0001	0.0005	-0.001
Si	0.0036	-0.0003	-0.0015
Si	0.0019	0.0025	0.0019
Si	-0.0012	0.0039	-0.0005
Si	0.0011	0	0.0001
Si	0.0001	0.0035	0.0043
Si	0.0088	-0.0166	0.0081
Si	-0.0078	-0.0039	0.0035
Si	-0.0035	-0.0045	-0.0196
Si	0.0085	-0.0008	0.0096
Si	0.0019	-0.0005	-0.0032
Si	0.0026	0.0005	0.0012
Si	-0.0014	0.0016	-0.0003
Si	0.0011	-0.0015	-0.0011
Si	0.001	-0.0023	-0.0034
Si	0.0009	0.0011	0.0022
Si	-0.0015	-0.0024	0.0026
Si	-0.0048	0.0035	-0.0013
Si	0.0025	0.0015	0.0025
Si	0.0085	-0.0048	-0.0102
Si	-0.002	-0.0012	0.011
Si	-0.0002	-0.0006	-0.0013
Si	-0.0005	-0.0137	0.0138
Si	-0.0008	-0.0018	-0.0019
Si	0.0003	-0.0021	-0.0017
Si	-0.0015	0	0
Si	-0.0034	-0.0016	-0.0028
Si	0.0049	-0.0022	-0.0011
Si	-0.0018	0.0024	0.0013
Si	-0.0024	-0.0041	0.001
Si	0.0035	0.0045	0.0018
Si	-0.0015	0.0037	0.0061
Si	-0.0012	-0.0008	0.0009
Si	-0.0008	-0.0022	0.0005
Si	-0.0016	-0.0076	-0.0062
Si	0.0022	-0.0088	0.0133
Si	-0.0036	0.0021	0.0022
Si	-0.0079	-0.0019	0.016
Si	0.0017	-0.0009	0.0012
Si	-0.0031	-0.0048	0.0083
Si	-0.0013	-0.0027	-0.0013
O	0.0193	0.0129	-0.0089
O	0.0095	-0.0052	-0.0007
O	-0.0158	-0.0087	0.0119
O	-0.0178	0.0158	-0.0155
O	-0.0005	0.0009	-0.0231
O	-0.0387	0.0003	-0.0098
O	0.002	-0.0211	0.0028
O	0.0028	-0.0095	0.0096
O	-0.0229	0.0147	0.0118
O	-0.006	0.0208	-0.0101
O	0.0201	0.0063	-0.0197
O	0.0003	-0.0106	-0.0165
O	-0.001	0.0105	0.0213
O	0.0159	-0.0098	-0.0337
O	0.0277	-0.0058	-0.0126
O	0.0201	0.0132	-0.0115
O	0.0072	0.0079	-0.0064
O	-0.0222	-0.0226	-0.0089
O	0.0132	0.0219	0.0128
O	-0.0218	-0.0057	0.0068
O	0.0216	0.0002	0.0088
O	-0.018	-0.0008	0.0151
O	-0.0042	0.0195	-0.0037
O	-0.0046	-0.0141	0.0216
O	-0.0187	-0.0108	-0.0148
O	0.0216	0.0158	0.0178
O	0.001	-0.0139	0.0074
O	0.0011	0.0165	0.0062
O	-0.0165	-0.0208	0.0031
O	-0.0101	0.016	0.0143
O	-0.0062	-0.0177	-0.0079
O	0.0117	0.0201	-0.0016
O	0.0026	-0.0006	-0.0043
O	-0.0173	-0.0118	-0.0213
O	-0.0062	0.0133	-0.0165
O	0.0004	0.0154	0.0195
O	-0.028	-0.005	0.0121
O	0.0098	-0.0004	-0.0067
O	0.0112	-0.006	0.0133
O	0.014	0.0206	0.0254
O	-0.0085	-0.0265	0.0066
O	0.003	0.0295	-0.0132
O	0.0029	0.0025	-0.0039
O	0.0027	0.0006	0.0131
O	-0.0078	0.003	0.0062
O	0.0223	0.0011	0.0045
O	0.0042	0.0013	0.0004
O	0.0134	-0.0032	0.0076
O	-0.0015	0.0184	-0.0011
O	-0.0094	0.0155	0.0009
O	-0.0059	-0.0229	0.0128
O	-0.0243	0.0061	-0.0004
O	-0.0083	0.0108	-0.0133
O	-0.0027	-0.0051	-0.0145
O	-0.0113	-0.0072	-0.011
O	-0.0006	-0.0233	0.006
O	0.0129	0.0152	0.0007
O	0.0171	0.0121	-0.0097
O	0.0048	0.0047	-0.0232
O	0.009	-0.0108	-0.0034
O	0.0095	0.0065	0.0182
O	-0.0266	0.005	0.0125
O	-0.0026	-0.0224	0.0001
O	0.0134	-0.0099	-0.0129
O	0.0154	-0.0305	-0.0041
O	0.0044	-0.0122	-0.0001
O	-0.0063	-0.0068	-0.0115
O	0.0157	0.0131	-0.0234
O	0.0179	0.0069	0.0022
O	-0.0074	-0.0038	0.0091
O	-0.0125	0.0074	-0.0023
O	-0.0086	-0.006	0.0349
O	-0.0078	-0.0187	0.0036
O	-0.0181	-0.0122	0.0059
O	-0.0024	-0.0005	0.0145
O	-0.0025	-0.0013	0.0244
O	0.0229	0.0065	0.0051
O	0.0233	0.0082	0.0017
O	0.018	-0.0008	0.0132
O	-0.0095	0.0161	0.0029
O	0.0131	0.0013	-0.0097
O	0.0005	0.0161	0.021
O	0.0137	-0.0171	-0.0127

The program warned: the cutoff lies below the one the program advises for these potential files; the exchange-correlation potential is rough where the density is thin.
